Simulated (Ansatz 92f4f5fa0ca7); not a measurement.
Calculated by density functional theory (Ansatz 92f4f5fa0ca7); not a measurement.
Periodic cell of 240 atoms, Si148O92, from a study of silicon, its oxide and their interface. The atomic structure is a simulated model.
Doubt: the cutoff is far below the 930 eV that the study's wrapper takes by default for these files, so forces and energies are approximate.
This geometry differs little from another in the collection (a relaxation step or a small displacement).

Settings: functional PBE; potential files Ansatz PAW; basis plane waves; wave-function cutoff 580 eV; density cutoff ratio 5; exchange-correlation grid ratio 1; k mesh 1 x 1 x 1, Gamma-centred; self-consistency stop 5e-08 eV per atom in the density residual; occupations fixed; spin none; net charge 0.

Cell vectors (angstrom)
a	11.6015	0	0
b	0	10.938	0
c	0	0	32.2513

Atoms: element, x, y, z (angstrom)
Si	-0.1733	0.3039	23.5045
Si	3.3486	-0.1833	23.5024
Si	7.8921	-0.3628	23.5991
Si	1.7625	1.4648	23.2796
Si	5.1904	1.2404	23.5057
Si	8.9647	1.7402	23.6088
Si	0.5256	5.7226	23.5433
Si	4.243	5.4092	23.7028
Si	8.2342	5.6708	23.7134
Si	2.4954	6.9451	23.8745
Si	6.1745	6.7944	23.565
Si	10.1758	7.0036	23.6822
Si	1.8687	2.7483	25.3346
Si	5.7275	2.6674	25.4407
Si	9.5167	2.8919	25.5938
Si	-0.0194	4.1404	25.336
Si	3.8548	4.0442	25.5607
Si	7.6313	4.2074	25.5219
Si	1.9368	8.3486	25.6512
Si	5.8061	8.2091	25.4664
Si	9.8279	8.2771	25.6139
Si	0.007	9.7903	25.498
Si	3.8531	9.6335	25.5387
Si	7.8092	9.4476	25.6203
Si	0.0618	0.089	27.4676
Si	3.9203	0.0584	27.4369
Si	7.7929	0.0085	27.4349
Si	1.9867	1.4265	27.3531
Si	5.868	1.3743	27.4134
Si	9.7006	1.4004	27.4222
Si	-0.0064	5.4213	27.3715
Si	3.8323	5.4832	27.4349
Si	7.6752	5.5372	27.4482
Si	1.8859	6.8236	27.4493
Si	5.7438	6.8692	27.4199
Si	9.6926	6.8007	27.4402
Si	1.9336	2.7345	29.352
Si	5.8008	2.7345	29.352
Si	9.6679	2.7345	29.352
Si	0	4.1018	29.352
Si	3.8672	4.1018	29.352
Si	7.7343	4.1018	29.352
Si	1.9336	8.2035	29.352
Si	5.8008	8.2035	29.352
Si	9.6679	8.2035	29.352
Si	0	9.5708	29.352
Si	3.8672	9.5708	29.352
Si	7.7343	9.5708	29.352
Si	0	0	31.2856
Si	3.8672	0	31.2856
Si	7.7343	0	31.2856
Si	1.9336	1.3673	31.2856
Si	5.8008	1.3673	31.2856
Si	9.6679	1.3673	31.2856
Si	0	5.469	31.2856
Si	3.8672	5.469	31.2856
Si	7.7343	5.469	31.2856
Si	1.9336	6.8362	31.2856
Si	5.8008	6.8362	31.2856
Si	9.6679	6.8362	31.2856
Si	1.9336	2.7345	0.9679
Si	5.8008	2.7345	0.9679
Si	9.6679	2.7345	0.9679
Si	0	4.1018	0.9679
Si	3.8672	4.1018	0.9679
Si	7.7343	4.1018	0.9679
Si	1.9336	8.2035	0.9679
Si	5.8008	8.2035	0.9679
Si	9.6679	8.2035	0.9679
Si	0	9.5708	0.9679
Si	3.8672	9.5708	0.9679
Si	7.7343	9.5708	0.9679
Si	-0.0386	-0.0443	2.9689
Si	3.8526	0.0011	2.8766
Si	7.7163	-0.0248	2.9029
Si	1.9135	1.3079	2.8354
Si	5.7889	1.3424	2.918
Si	9.6407	1.3479	2.9217
Si	0.0141	5.4699	2.8642
Si	3.8982	5.4521	2.9044
Si	7.7379	5.4584	2.9116
Si	1.952	6.8074	2.8895
Si	5.8087	6.8019	2.8437
Si	9.6823	6.8209	2.9318
Si	2.0265	2.7163	4.6767
Si	5.8389	2.6128	4.9212
Si	9.6537	2.7638	4.8216
Si	0.0343	4.0127	4.6986
Si	3.9411	4.0766	4.8388
Si	7.6837	4.0687	4.8321
Si	1.8905	8.183	4.8019
Si	5.7007	8.1746	4.7252
Si	9.6284	8.0805	4.9445
Si	-0.0291	9.5403	4.9695
Si	3.8141	9.5482	4.7731
Si	7.7213	9.4475	4.7659
Si	0.5625	-0.0392	6.9038
Si	4.0439	-0.1297	6.7527
Si	8.0349	-0.2057	6.6993
Si	2.3039	1.4438	6.6196
Si	6.0334	1.0561	6.7977
Si	9.5238	1.5916	6.8619
Si	0.1366	5.1485	6.7226
Si	3.6313	5.3318	6.8533
Si	7.2907	5.4244	6.7232
Si	1.7974	6.7635	6.6827
Si	5.5201	6.8867	6.6909
Si	9.1351	6.8065	6.9653
O	6.879	4.5875	8.1061
O	5.8944	8.0453	7.8586
O	1.0947	10.0907	8.2418
O	6.0292	1.6773	8.3581
O	1.6899	7.5246	8.1601
O	10.3378	5.7251	7.3449
O	12.2011	3.9946	7.8117
O	8.5447	9.7997	7.9984
O	3.9842	9.8651	8.1578
O	-0.6873	0.8991	7.3859
O	3.2392	4.2311	8.1027
O	9.1166	2.614	8.0957
O	5.065	2.122	22.1426
O	6.3506	11.0619	23.3669
O	6.2218	7.616	22.1195
O	2.9784	7.7705	22.4934
O	10.2984	7.7522	22.1914
O	-0.9305	10.3466	22.3612
O	8.6611	4.9894	22.2346
O	8.0794	2.4543	22.4083
O	8.0746	9.5548	22.3087
O	1.5361	4.0536	19.8425
O	1.6623	2.1319	21.7298
O	0.8766	5.3935	21.9313
Si	4.9181	3.5444	21.3945
Si	1.0163	8.1729	12.0492
Si	7.2731	2.4234	13.7721
Si	-0.6117	9.0331	21.4636
Si	6.4483	0.8613	9.7263
Si	0.1671	0.1293	12.953
Si	3.8311	6.6156	18.7376
Si	4.7367	9.3043	19.6639
Si	-1.684	3.6508	14.4961
Si	8.9944	2.5932	9.7345
Si	5.6351	7.1672	11.1507
Si	2.1715	1.8362	17.564
Si	-2.2719	2.087	17.1658
Si	0.4658	2.3625	10.8404
Si	8.2905	8.2184	11.8068
Si	10.4093	6.6453	13.4008
Si	5.2005	9.0786	8.9293
Si	0.0322	-3.0668	15.9556
Si	0.7917	8.6439	8.9252
Si	-0.7329	6.1653	18.3517
Si	-1.6598	3.2123	19.1105
Si	2.5972	9.2105	21.8138
Si	1.9576	3.1472	8.1891
Si	4.2924	-0.3194	16.8862
Si	6.3538	1.958	16.5884
Si	7.0298	8.7858	21.3205
Si	7.9481	3.7685	21.4403
Si	9.1703	8.4315	8.6653
Si	5.1624	2.7612	11.4764
Si	8.8209	10.6834	13.7221
Si	4.4575	3.6572	18.3793
Si	3.1373	7.902	15.9186
Si	1.384	5.5768	20.3867
Si	9.6893	10.1163	16.638
Si	13.9905	3.6832	12.7613
Si	3.3957	6.6327	13.1924
Si	-4.7832	4.62	9.7298
Si	1.0247	2.129	14.8295
Si	1.0583	2.5538	20.2622
Si	9.1398	8.5296	19.1003
O	7.7947	1.4963	17.1843
O	7.8727	-2.7238	20.0597
O	3.2855	-1.4245	20.3709
O	4.6937	6.4141	12.2324
O	6.6859	8.0715	11.9851
O	-1.3257	5.1809	14.0873
O	-0.5833	2.5446	20.1745
O	4.9029	7.7248	19.2684
O	8.6757	8.2668	10.2184
O	-8.4425	3.1326	17.5596
O	2.5022	7.8682	12.6275
O	12.6155	9.04	21.4358
O	-2.0658	7.0778	18.4832
O	2.8914	11.4149	17.0588
O	2.7884	6.3127	19.9667
O	4.6342	5.2675	18.3082
O	10.3743	9.1799	19.9678
O	5.3707	1.243	10.8986
O	4.2927	3.2168	19.9412
O	10.7995	8.4477	8.7411
O	1.1861	8.5335	10.481
O	11.6436	-4.0602	12.3331
O	-0.9173	7.6415	14.6583
O	0.2516	6.4622	19.6153
O	4.0017	9.2939	15.9823
O	6.5898	2.781	15.2078
O	8.6751	3.2225	13.5353
O	4.8584	-0.7088	18.3541
O	7.9969	12.2497	10.129
O	5.8972	9.7808	20.6988
O	-10.0082	1.5673	19.0683
O	1.5528	2.4384	9.6111
O	1.0105	3.5087	11.8838
O	11.5896	6.5567	16.9382
O	10.1939	11.662	16.8484
O	8.2438	3.9705	10.2337
O	-1.028	1.7113	23.2417
O	-1.098	4.5895	18.423
O	-1.1114	13.4934	10.4068
O	13.176	-2.7817	15.5249
O	0.376	9.4769	12.7714
O	-2.5623	-3.9425	12.5914
O	6.2801	10.1857	9.4866
O	6.3969	4.1997	21.2304
O	8.8708	10.0118	15.2206
O	3.1165	7.1855	17.3855
O	1.0242	2.1787	16.4562
O	-0.3197	2.8243	14.2594
O	5.5387	3.7768	10.2649
O	3.6417	3.0388	11.9429
O	-1.3747	11.4061	13.3541
O	5.4137	0.6666	16.2356
O	5.7529	13.8909	17.7193
O	2.557	5.254	13.0978
O	4.7229	8.1323	10.1784
O	-2.1287	3.2902	16.0368
O	-0.5517	-1.7267	16.6684
O	-7.7977	-3.9704	14.7452
O	13.9025	13.8712	14.2112
O	1.0835	0.6115	14.2208
O	8.639	-1.3312	12.5405
O	7.592	11.7595	13.6717
O	6.5561	6.132	10.2764
O	6.2125	2.9676	12.6875
O	0.5738	0.8984	11.5662
O	3.9834	4.5576	22.2714
O	8.5964	3.5253	19.9842
O	8.7664	9.5665	17.8861

Results
free energy: -146402.127 eV
free energy less fixed offsets of O -568.88, Si -635.61 eV per atom: 5.113 eV

Forces (eV/angstrom), in the order of the atoms: element, x, y, z
Si	-0.003	0.0257	-0.0024
Si	0.0326	0.0093	0.013
Si	0.0145	-0.0096	0.0178
Si	-0.0303	-0.0235	0.023
Si	-0.0113	-0.0252	0.0196
Si	0.0258	-0.0008	-0.0324
Si	0.0034	0.0017	-0.01
Si	-0.0057	-0.0035	-0.0056
Si	0.0037	-0.0062	-0.0116
Si	-0.0004	-0.0034	0.0093
Si	-0.0019	0.0011	0.0045
Si	-0.0078	0.0021	-0.01
Si	0.013	0.0068	-0.0039
Si	0.0019	-0.0084	0.0039
Si	0.0059	0.0103	0.0092
Si	-0.0061	-0.0006	-0.0037
Si	0.0061	-0.0046	0.0013
Si	-0.0046	0.0008	-0.0007
Si	0.0011	0.0013	0.0034
Si	-0.0007	0.0012	0.0032
Si	0.0078	0.0039	0.0025
Si	-0.0015	-0.006	0.0016
Si	0.0035	-0.0029	-0.0049
Si	0.011	0.0011	-0.0116
Si	-0.0039	0.0039	-0.0018
Si	-0.0037	0.0048	0.0024
Si	-0.0076	0.0001	-0.0022
Si	-0.0007	-0.0011	0.0047
Si	0.0018	-0.0005	-0.0034
Si	-0.0022	-0.0029	-0.0007
Si	-0.004	-0.0025	0.0034
Si	0.0008	0.0012	0.0025
Si	-0.0012	-0.0009	0.0044
Si	-0.0004	-0.0002	0.0004
Si	-0.0017	0.0039	0.0005
Si	0.0023	0.0003	0
Si	0.0869	0.1286	-0.2165
Si	0.1291	0.1078	-0.0779
Si	0.0233	0.1324	0.1191
Si	0.0294	-0.125	-0.1735
Si	-0.1075	0.0077	0.1215
Si	-0.0654	0.1006	0.0199
Si	-0.0647	0.0049	0.1433
Si	-0.1587	0.1677	0.0209
Si	-0.006	-0.0136	0.0192
Si	0.0551	0.0811	-0.0099
Si	0.045	0.0999	-0.0352
Si	0.0684	-0.0082	0.064
Si	0.0185	0.0733	0.0282
Si	-0.0501	0.0394	0
Si	0.0139	0.0058	0.0206
Si	0.0301	-0.0704	-0.0778
Si	-0.0047	-0.0917	0.0084
Si	-0.0286	-0.0443	0.0222
Si	-0.0024	0.0689	-0.0752
Si	0.0296	0.0507	-0.0221
Si	0.0052	0.0557	-0.0228
Si	-0.0007	0.0067	0.0311
Si	0.0126	-0.0228	0.0173
Si	0.0084	-0.0617	0.0489
Si	-0.1004	0.0009	-0.2601
Si	0.0062	-0.0269	0.1636
Si	-0.0316	-0.0997	0.1476
Si	0.0164	-0.1123	-0.2112
Si	0.0053	-0.1237	0.0436
Si	0.038	-0.0495	0.0377
Si	0.0727	-0.0441	0.0116
Si	0.0204	0.073	-0.2576
Si	0.0093	-0.0571	0.2065
Si	-0.0926	-0.0306	0.3097
Si	0.0445	-0.1413	-0.1015
Si	-0.028	-0.0649	-0.0685
Si	-0.0017	-0.0033	0.0004
Si	-0.0015	-0.0005	0.0003
Si	0.0002	-0.0015	0.0017
Si	-0.0001	0.0007	0.0011
Si	-0.0008	-0.002	0.0002
Si	0.0011	-0.0027	-0.0012
Si	0.002	-0.0018	0.0011
Si	-0.0011	0.0018	0.0003
Si	0.001	0.0018	0.0019
Si	-0.0025	0.0016	0.0004
Si	-0.0008	0.002	-0.0004
Si	-0.0006	-0.0004	-0.0061
Si	-0.0052	0.0064	0.0012
Si	-0.0003	0	0.0019
Si	-0.0054	0.003	0.0026
Si	0.0048	0.0007	0.0032
Si	-0.0024	-0.0002	0.0031
Si	-0.0082	-0.008	-0.0002
Si	0.0038	0.0023	-0.0058
Si	0.0027	0.0003	0.0013
Si	0.0073	0.0055	0.0026
Si	-0.0004	0.0001	0.0051
Si	0.0045	-0.0035	-0.0023
Si	-0.001	-0.0039	-0.005
Si	-0.0029	0.0013	0.0019
Si	-0.0056	-0.0085	0.0074
Si	0.0072	-0.007	0.011
Si	-0.002	0.0015	0.0046
Si	0.0046	0.0039	0.0034
Si	0.006	0.0007	0.002
Si	-0.0023	-0.0105	0.0037
Si	-0.004	-0.0072	0.0019
Si	0.0087	-0.0065	-0.0005
Si	0.0071	0.0163	0.0268
Si	-0.0071	0.0057	0.007
Si	0.0054	-0.0043	0.0047
O	0.003	0.0074	-0.0274
O	-0.0002	-0.0066	0.0008
O	0.002	0.0055	-0.0013
O	0.0018	-0.0013	0.0002
O	-0.0284	0.007	-0.0116
O	-0.004	0.0024	-0.0056
O	0.0023	0.004	-0.0012
O	-0.0085	0.0036	0.0011
O	-0.0083	0.013	-0.0085
O	-0.0008	0.0018	-0.0022
O	-0.0011	-0.0059	-0.0007
O	0.0006	0.0023	-0.0045
O	0.0027	0.0058	-0.0222
O	-0.015	0.0152	-0.0083
O	-0.0108	-0.0068	0.002
O	0.0016	0.003	-0.005
O	-0.0145	-0.0244	0.0068
O	-0.0092	0.0388	0.0121
O	0.008	0.0361	0.0149
O	0.0106	-0.0243	0.0168
O	0.0205	0.0165	0.0025
O	-0.0013	0.0042	-0.0071
O	0.0068	0.0046	-0.0122
O	-0.0093	-0.0004	0.003
Si	0.0004	-0.0016	-0.0025
Si	-0.0007	-0.0082	-0.0039
Si	0.0016	-0.0001	0.001
Si	-0.0112	-0.0019	-0.0136
Si	-0.0066	0.0046	-0.0086
Si	0.0001	-0.0076	-0.0034
Si	0.0018	-0.0011	0.0064
Si	0.0013	-0.0138	0.0038
Si	-0.0014	-0.0023	0.0001
Si	-0.0035	-0.0018	-0.0091
Si	-0.0091	0.0002	-0.0009
Si	0.0055	0.0061	0.0047
Si	-0.0021	-0.0071	0.003
Si	0.0013	-0.0004	0.0016
Si	0.0009	-0.0014	0.0006
Si	0.0009	0.0028	-0.0074
Si	-0.0052	-0.0058	-0.0008
Si	-0.0014	-0.0012	0.0039
Si	0.0119	-0.0284	-0.004
Si	-0.0049	0.0057	0.0107
Si	0.0037	0.0083	0.002
Si	0.0029	0.0053	0.0013
Si	0.004	-0.0009	-0.0061
Si	0.0025	-0.0057	0.0064
Si	0.001	-0.0042	0.0024
Si	-0.0045	-0.0046	-0.016
Si	0.0181	-0.02	-0.0205
Si	0.007	0.0054	-0.0076
Si	-0.0038	0.0009	-0.0068
Si	0.0021	0.003	0.0028
Si	0.0004	0.0033	-0.0006
Si	0.0034	-0.0014	0.0041
Si	0.0041	0.0028	0.0122
Si	0.0011	0.0025	0.0082
Si	0.005	-0.0001	-0.0101
Si	0.0014	-0.003	-0.0083
Si	-0.0118	0.0019	0.0074
Si	0.004	0.0053	-0.0026
Si	-0.0075	-0.0025	0.0021
Si	-0.0026	-0.0035	0.0071
O	-0.0019	0.0015	-0.0071
O	-0.0018	-0.0068	-0.0061
O	-0.0092	0.0026	-0.0075
O	0.0034	0.0029	0.0018
O	-0.0016	0.0004	0.0044
O	0.0002	-0.001	0.0006
O	0.0048	-0.0009	-0.0044
O	0.0013	0.0049	-0.0067
O	0.0019	0.0008	-0.0166
O	-0.0005	-0.0004	-0.0036
O	-0.0064	0.0041	0.0028
O	0.0325	-0.0072	-0.0099
O	0.0021	-0.0002	-0.0055
O	-0.0095	0.0025	-0.0117
O	-0.0041	-0.0032	-0.0052
O	-0.0046	0.0011	-0.0077
O	0.0058	-0.0011	0.0028
O	0.0058	-0.007	-0.0004
O	0.0021	-0.0003	0.0075
O	-0.003	0.012	0.0244
O	0.0005	0.0008	-0.0167
O	0.0021	0.0046	0.0023
O	0.0021	0.0004	0.0036
O	0.0001	-0.0038	-0.0041
O	-0.0011	-0.0035	-0.0058
O	0.0013	-0.0017	0.0023
O	0.0004	-0.0022	0.0039
O	0.0045	0.0006	0.0001
O	0.0033	0.0003	0.0094
O	0.0137	0.0073	0.0057
O	-0.0056	0.0021	0.0035
O	0.0082	0.0094	-0.0049
O	-0.0048	-0.004	-0.0025
O	0	-0.0012	0.0002
O	-0.002	-0.0004	-0.0053
O	0.0076	-0.0058	0.0095
O	-0.0365	-0.0116	0.016
O	-0.001	-0.0077	-0.0038
O	-0.0092	0.0005	0.0034
O	-0.0024	0	-0.0019
O	0.0012	-0.0032	-0.0006
O	-0.0029	0.0008	0.0032
O	0.0007	-0.0038	0.0047
O	-0.0235	0.0006	-0.0071
O	-0.0006	-0.0015	0.0007
O	0.0032	-0.0023	0.0026
O	0.0019	-0.0009	0.0075
O	-0.0041	-0.0004	-0.0002
O	-0.0013	0.0005	0.0019
O	0.0049	-0.0008	0.0025
O	-0.004	0.0029	0.0049
O	0.0081	0.0062	-0.0046
O	-0.0039	0.0041	-0.0005
O	-0.0024	0.0016	0.0065
O	0.001	0.0048	-0.0031
O	0.0012	0.0014	-0.0004
O	0.0001	0.0008	-0.0063
O	-0.0023	0.0026	0.0041
O	-0.0018	-0.0038	0.0018
O	-0.0011	-0.005	0.0021
O	-0.0031	-0.0079	-0.0049
O	0.0015	0.0002	0.0012
O	0.0097	-0.0062	-0.0013
O	-0.0038	0.001	0.0009
O	0.0031	0.006	-0.0034
O	-0.0042	0.0028	0
O	-0.0089	0.0092	0.0163
O	0.0008	-0.0036	-0.0015

The program warned: the cutoff lies below the one the program advises for these potential files; the exchange-correlation potential is rough where the density is thin.
